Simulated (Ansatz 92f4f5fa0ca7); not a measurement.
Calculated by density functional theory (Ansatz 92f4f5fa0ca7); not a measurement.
Periodic cell of 225 atoms, Si133O90H2, from a study of silicon, its oxide and their interface. The atomic structure is a simulated model.
Doubt: the cutoff is far below the 930 eV that the study's wrapper takes by default for these files, so forces and energies are approximate.
This geometry differs little from another in the collection (a relaxation step or a small displacement).

Settings: functional PBE; potential files Ansatz PAW; basis plane waves; wave-function cutoff 580 eV; density cutoff ratio 5; exchange-correlation grid ratio 1; k mesh 1 x 1 x 1, Gamma-centred; self-consistency stop 5e-08 eV per atom in the density residual; occupations fixed; spin none; net charge 0.

Cell vectors (angstrom)
a, 10.938, 0, 0
b, 0, 10.938, 0
c, 0, 0, 33.3031

Atoms: element, x, y, z (angstrom)
Si, 0.4434, -0.348, 25.9579
Si, 5.3328, 0.3147, 25.7784
Si, 2.9509, 2.4055, 25.7706
Si, 7.9512, 3.0284, 26.049
Si, -0.2754, 5.6224, 25.7436
Si, 5.8508, 5.3217, 25.8486
Si, 2.6178, 8.3164, 25.7079
Si, 8.5713, 8.0085, 25.7772
Si, 1.5051, 1.2908, 27.2503
Si, 6.7903, 1.4086, 27.2597
Si, 4.1146, 4.1197, 27.0022
Si, 9.5958, 4.1491, 27.2477
Si, 1.3828, 6.7818, 27.0404
Si, 6.9746, 6.8742, 27.1699
Si, 4.1902, 9.5417, 27.0252
Si, 9.6787, 9.5268, 27.1844
Si, 2.8437, -0.093, 28.5497
Si, 8.2285, -0.0201, 28.5017
Si, 0.0432, 2.6978, 28.5145
Si, 5.4074, 2.787, 28.5387
Si, 2.7468, 5.4428, 28.4486
Si, 8.2295, 5.4844, 28.5901
Si, 0.0589, 8.1357, 28.5289
Si, 5.5078, 8.1957, 28.4771
Si, 4.1018, 1.3673, 29.8848
Si, 9.5708, 1.3673, 29.8848
Si, 1.3673, 4.1018, 29.8848
Si, 6.8362, 4.1018, 29.8848
Si, 4.1018, 6.8362, 29.8848
Si, 9.5708, 6.8362, 29.8848
Si, 1.3673, 9.5708, 29.8848
Si, 6.8362, 9.5708, 29.8848
Si, 0, 0, 31.2521
Si, 5.469, 0, 31.2521
Si, 2.7345, 2.7345, 31.2521
Si, 8.2035, 2.7345, 31.2521
Si, 0, 5.469, 31.2521
Si, 5.469, 5.469, 31.2521
Si, 2.7345, 8.2035, 31.2521
Si, 8.2035, 8.2035, 31.2521
Si, 1.3673, 1.3673, 32.6193
Si, 6.8362, 1.3673, 32.6193
Si, 4.1018, 4.1018, 32.6193
Si, 9.5708, 4.1018, 32.6193
Si, 1.3673, 6.8362, 32.6193
Si, 6.8362, 6.8362, 32.6193
Si, 4.1018, 9.5708, 32.6193
Si, 9.5708, 9.5708, 32.6193
Si, 2.7345, 0, 0.6835
Si, 8.2035, 0, 0.6835
Si, 0, 2.7345, 0.6835
Si, 5.469, 2.7345, 0.6835
Si, 2.7345, 5.469, 0.6835
Si, 8.2035, 5.469, 0.6835
Si, 0, 8.2035, 0.6835
Si, 5.469, 8.2035, 0.6835
Si, 4.1018, 1.3673, 2.0507
Si, 9.5708, 1.3673, 2.0507
Si, 1.3673, 4.1018, 2.0507
Si, 6.8362, 4.1018, 2.0507
Si, 4.1018, 6.8362, 2.0507
Si, 9.5708, 6.8362, 2.0507
Si, 1.3673, 9.5708, 2.0507
Si, 6.8362, 9.5708, 2.0507
Si, 0, 0, 3.418
Si, 5.469, 0, 3.418
Si, 2.7345, 2.7345, 3.418
Si, 8.2035, 2.7345, 3.418
Si, 0, 5.469, 3.418
Si, 5.469, 5.469, 3.418
Si, 2.7345, 8.2035, 3.418
Si, 8.2035, 8.2035, 3.418
Si, 1.3383, 1.3707, 4.811
Si, 6.7938, 1.3897, 4.7696
Si, 4.0398, 4.1691, 4.7461
Si, 9.5614, 4.1145, 4.8195
Si, 1.3591, 6.8448, 4.8005
Si, 6.8104, 6.8447, 4.7959
Si, 4.0774, 9.5763, 4.8502
Si, 9.506, 9.6295, 4.6857
Si, 2.6313, -0.0488, 6.2355
Si, 8.1554, 0.0033, 6.0978
Si, -0.0268, 2.752, 6.2215
Si, 5.3425, 2.7343, 6.0492
Si, 2.7292, 5.5101, 6.232
Si, 8.1308, 5.4329, 6.1783
Si, -0.1287, 8.2325, 5.9926
Si, 5.4561, 8.2013, 6.2353
Si, 3.7822, 1.629, 7.4207
Si, 9.6915, 1.1273, 7.4554
Si, 1.5962, 3.9001, 7.5366
Si, 6.514, 4.2092, 7.4233
Si, 4.3881, 6.5669, 7.5971
Si, 9.2636, 7.1303, 7.3554
Si, 0.8963, 9.744, 7.4355
Si, 7.0756, 9.387, 7.5001
O, 9.6021, 6.8092, 25.2435
O, 4.1392, 1.3541, 25.2471
O, 8.1889, 8.244, 7.9701
O, 2.7061, 2.7565, 7.9988
O, 6.8974, 4.1216, 25.3736
O, 1.4952, 9.4764, 25.2999
O, 5.4832, 5.3835, 7.9343
O, -0.1194, 0.0163, 7.9088
O, 6.9615, 3.3831, 8.7838
O, 6.5482, 10.1507, 8.8762
O, 10.1502, 6.565, 8.6167
O, 1.1268, 8.8489, 8.7993
O, 4.6043, 1.0593, 8.7163
O, 1.0335, 4.6225, 8.9269
O, 8.928, 1.5648, 8.8575
O, 3.9664, 7.0463, 9.1166
O, 8.0388, 8.8404, 24.4472
O, 8.7196, 2.2822, 24.8264
O, 5.5067, 6.2565, 24.5193
O, 2.0051, 2.8106, 24.4718
O, 10.7619, 0.432, 24.6702
O, 0.1985, 4.7694, 24.4
O, 7.2526, 11.8866, 20.681
O, 6.2314, 10.785, 24.4699
Si, 9.6762, 1.3578, 23.9218
Si, 4.5843, 6.4519, 20.5573
Si, 1.0531, 8.9062, 10.4266
Si, 17.2809, 5.2697, 15.8704
Si, 7.3492, 2.1588, 19.5791
Si, 19.2995, 14.3359, 12.6074
Si, 11.0404, 4.9908, 16.8271
Si, 9.2657, -0.6286, 16.4771
Si, 15.4372, 10.5149, 19.0138
Si, 12.7184, 3.0329, 18.2732
Si, 8.3549, 2.9463, 9.5055
Si, 2.9552, 8.0051, 18.4595
Si, 11.5735, 1.1075, 16.2633
Si, 0.4279, 13.6611, 13.5171
Si, 4.3128, 2.5092, 20.0023
Si, 6.1299, 2.458, 14.4477
Si, 7.1112, 5.9084, 18.8193
Si, 5.2175, 10.7834, 9.5919
Si, 15.1776, 6.5659, 23.5431
Si, 17.9232, 10.2631, 20.6814
Si, 3.0754, 4.3317, 21.9369
Si, 11.4882, 9.599, 14.805
Si, 6.591, 11.5911, 16.9792
Si, 5.2666, 8.3012, 13.1133
Si, 10.5305, 5.2154, 9.4297
Si, 3.7095, 6.9815, 15.4841
Si, 7.4834, 10.1442, 23.6289
Si, -2.1903, 8.4674, 18.8625
Si, -0.3926, 6.8105, 12.0521
Si, 1.6047, 11.0284, 12.291
Si, 11.0396, 6.6975, 19.063
Si, 3.8425, 8.1207, 10.3284
Si, 0.8165, 3.4956, 23.5652
Si, 10.1036, 3.7713, 19.1484
Si, 4.8388, 11.2904, 12.5507
Si, 7.8114, 6.3121, 13.4969
Si, 1.3261, 5.4084, 14.139
O, 9.933, 7.7071, 19.6857
O, 5.1003, 1.7379, 13.3895
O, 11.4459, 2.8253, 19.3156
O, 7.4027, 12.4843, 18.075
O, 4.1283, 7.9918, 14.2608
O, 4.0563, 0.9145, 19.8295
O, 2.3443, 8.0581, 10.9459
O, -1.0584, 4.033, 17.512
O, 7.7167, 4.9134, 12.6241
O, 9.4686, -1.8361, 17.5488
O, 5.8041, 14.9019, 15.0195
O, 5.4849, 9.9308, 13.223
O, 10.7206, 8.1774, 11.1609
O, 17.6689, 5.0582, 17.4561
O, 1.356, 10.6742, 15.7462
O, 6.0585, 12.4894, 15.7717
O, 1.575, 7.4237, 19.1533
O, 19.6793, 3.0569, 19.7755
O, 7.5223, 18.3991, 18.442
O, 12.663, 1.7454, 17.2801
O, 3.2205, 11.1221, 12.4285
O, 3.2343, 7.6211, 24.3114
O, 19.1514, 9.6483, 19.8223
O, 9.4214, 4.0941, 9.1011
O, 11.9427, 9.8775, 13.2842
O, 3.9055, 2.9741, 21.5277
O, 4.7141, 7.1295, 22.0646
O, 1.1663, 10.4916, 10.8161
O, 5.1004, 6.2972, 15.9425
O, 18.6047, 10.5453, 16.3527
O, -2.7835, 2.7881, 11.1068
O, 6.6413, 7.4343, 13.2944
O, 5.8885, 2.9326, 19.7244
O, 11.0364, 5.1601, 15.2252
O, 16.2221, 10.8604, 17.6189
O, 10.1359, 11.6284, 16.9581
O, 0.3024, 2.1317, 15.0365
O, 3.5655, 5.0823, 23.311
O, 14.0227, -3.2857, 16.8626
O, 11.848, 8.0693, 15.1981
O, 5.5331, 11.4006, 11.0673
O, 4.1002, -1.337, 9.6877
O, 8.6527, 11.232, 23.2238
O, 4.8263, 7.861, 11.5952
O, 10.5946, 2.4294, 23.0786
O, 3.36, 5.3692, 20.7054
O, 7.6635, 5.8791, 15.0854
O, -0.4811, 5.5456, 11.014
O, 9.8728, 9.8609, 15.0221
O, 0.9199, 12.479, 12.5179
O, 6.9299, 9.6559, 22.1837
O, 1.5383, 3.9238, 13.4717
O, 4.1819, 7.3968, 19.3178
O, 2.694, 5.8541, 14.8884
O, 9.937, 14.264, 13.0117
O, 3.1678, 9.6242, 18.6772
O, 9.2295, 6.9727, 13.0191
O, 16.9455, 5.8399, 20.0414
O, 0.8866, 6.4723, 12.9979
O, 10.843, 6.5045, 17.4348
O, 16.5177, 9.7906, 20.0004
O, 1.4975, 4.007, 22.1665
O, 10.6777, 5.2312, 19.7536
O, 23.4161, 4.3979, 17.382
O, 14.1952, 3.1836, 18.9354
O, 7.5848, 2.4777, 13.7103
H, 8.2914, 5.3064, 19.4215
H, 11.7318, 7.8191, 16.1528

Results
free energy: -135767.588 eV
free energy less fixed offsets of H -15.97, O -568.88, Si -635.61 eV per atom: -0.318 eV

Forces (eV/angstrom), in the order of the atoms: element, x, y, z
Si, -0.0015, 0.0014, -0.0053
Si, 0.0054, -0.0023, 0.0074
Si, 0.0009, 0.0034, 0.0041
Si, 0.0015, -0.0005, 0.0082
Si, 0.0033, -0.0024, 0.0096
Si, -0.0007, -0.0016, 0.0038
Si, 0.0018, -0.0009, 0.0077
Si, 0.0002, 0.003, 0.0023
Si, -0.0043, 0.0027, -0.0009
Si, -0.0009, -0.0004, -0.0038
Si, 0.001, -0.0032, -0.0016
Si, 0.0006, -0.0005, -0.0044
Si, -0.0041, 0.0042, -0.0017
Si, 0.0002, 0.002, -0.0021
Si, -0.0029, 0.0038, -0.0019
Si, -0.0041, 0.0028, -0.0003
Si, 0.0034, -0.0045, 0.0009
Si, 0.0014, -0.0018, 0.0008
Si, 0.0003, -0.0019, 0.0004
Si, -0.0007, 0.0006, -0.0007
Si, -0.0008, -0.0005, 0.0034
Si, -0.0002, -0.0008, 0.0037
Si, 0.0031, -0.0049, -0.0013
Si, -0.0007, -0.0014, 0.0035
Si, 0.0816, -0.0245, 0.2974
Si, 0.0523, -0.0696, -0.1076
Si, 0.1856, -0.0165, -0.197
Si, -0.1943, 0.0912, 0.2051
Si, 0.0162, -0.055, -0.4914
Si, 0.3224, 0.098, 0.5239
Si, 0.2477, -0.3139, 0.088
Si, 0.0696, -0.022, -0.1333
Si, 0.0002, 0.0257, -0.0366
Si, 0.0649, 0.1774, -0.0042
Si, -0.0538, -0.0788, -0.008
Si, -0.0548, 0.0116, -0.0266
Si, -0.0698, 0.0853, 0.003
Si, 0.0659, -0.0179, 0.0023
Si, -0.0924, 0.0663, 0.016
Si, 0.0692, 0.0349, -0.0081
Si, -0.0059, 0.0322, -0.0024
Si, 0.0307, -0.0844, -0.0071
Si, 0.0035, 0.0006, -0.0193
Si, 0.0648, -0.0229, -0.034
Si, 0.0592, -0.0804, -0.0143
Si, -0.0204, 0.0194, -0.0073
Si, 0.0406, -0.0547, -0.0376
Si, -0.0315, -0.0141, -0.0126
Si, -0.0162, 0.006, 0.0067
Si, 0.0106, 0.0733, 0.0494
Si, -0.0963, 0.0223, 0.0108
Si, 0.017, 0.0107, 0.0136
Si, -0.0336, 0.0252, 0.0398
Si, -0.002, -0.0152, 0.0079
Si, -0.0022, 0.0017, 0.0088
Si, -0.0303, 0.0808, 0.0043
Si, -0.0154, -0.0262, 0.0389
Si, 0.0939, -0.0133, -0.0159
Si, -0.0441, -0.1189, -0.0174
Si, 0.0118, 0.0108, 0.0383
Si, 0.0876, -0.0251, -0.0176
Si, -0.0167, 0.0089, 0.0308
Si, 0.0005, 0.0228, 0.0391
Si, -0.0624, -0.1634, -0.0283
Si, 0.0585, 0.3612, -0.3559
Si, -0.2226, -0.1634, 0.1474
Si, -0.2871, -0.0109, -0.0057
Si, 0.0528, 0.0835, 0.1412
Si, 0.025, -0.072, 0.1713
Si, -0.0622, 0.2464, -0.194
Si, 0.0769, 0.0428, 0.243
Si, -0.3732, -0.1453, -0.3431
Si, -0.0011, 0.003, 0.001
Si, 0.0008, 0.0009, -0.0028
Si, 0.001, 0.0049, 0.0029
Si, 0.0016, 0.0002, -0.0041
Si, -0.0006, 0, -0.0012
Si, -0.0043, -0.0009, 0.0003
Si, 0.0011, 0.0006, -0.0049
Si, -0.0006, 0.0002, -0.0028
Si, -0.001, -0.0018, -0.0002
Si, 0.0006, 0.0003, 0.0057
Si, 0.0026, -0.0034, 0.0033
Si, -0.0008, 0.0019, 0.0016
Si, 0.0011, -0.0049, 0.0012
Si, -0.0021, -0.0025, -0.0005
Si, 0.0028, -0.003, 0.0004
Si, 0.0031, -0.0008, 0.0009
Si, 0.0011, 0.0043, 0.0041
Si, -0.0043, 0.0054, -0.005
Si, -0.0021, 0.004, -0.0111
Si, -0.0068, 0.0038, -0.0027
Si, 0.0021, -0.0058, 0.002
Si, 0.0036, -0.0027, 0.0025
Si, 0.0019, -0.0007, 0.004
Si, -0.0077, 0.0055, -0.0051
O, -0.0006, 0, -0.0029
O, -0.0018, 0.0022, -0.0032
O, 0.0044, -0.0024, -0.0006
O, 0.001, -0.0051, 0.0018
O, -0.0027, 0.003, -0.0015
O, -0.0009, 0.002, -0.0019
O, 0.0013, 0.001, 0.0009
O, 0.001, -0.0015, -0.0025
O, 0.0019, -0.0016, -0.0009
O, -0.0013, 0.0019, 0.0017
O, -0.0003, 0.0011, -0.001
O, 0, -0.0007, -0.0009
O, 0.001, -0.0019, -0.0016
O, -0.0011, 0.0003, 0.0031
O, -0.0004, -0.0002, 0.0006
O, 0.0001, 0.0035, 0.0005
O, -0.0017, 0.0027, -0.001
O, 0.0009, -0.0005, -0.0025
O, 0.0007, 0.0002, -0.0026
O, -0.0031, 0.0016, -0.0043
O, -0.0002, 0, 0.0043
O, 0.0023, -0.0037, -0.0062
O, 0.0016, 0.0041, -0.0013
O, 0.0025, -0.0024, -0.0051
Si, 0.0038, -0.0031, -0.0043
Si, -0.0009, -0.0032, 0.0076
Si, -0.0002, 0.0004, 0.0072
Si, 0.0033, -0.0016, -0.0038
Si, 0.0022, -0.0035, -0.0032
Si, 0.0047, -0.0035, 0.0003
Si, 0.0118, -0.0227, -0.0187
Si, 0.0114, 0.0038, -0.0136
Si, 0.0046, 0.0061, -0.0025
Si, -0.0007, -0.0057, -0.0047
Si, 0.0017, 0.0015, 0.0022
Si, -0.0111, 0.0097, 0.032
Si, 0.0002, -0.0115, -0.0072
Si, 0.0012, -0.009, 0.0037
Si, -0.0029, 0.0011, -0.0017
Si, 0.001, -0.0069, -0.0005
Si, 0.0006, -0.0052, -0.0016
Si, 0.0003, -0.0032, 0.0026
Si, -0.0025, 0.0004, 0.005
Si, 0.0025, 0, 0.0006
Si, -0.0037, -0.0014, 0.003
Si, 0.0023, -0.0748, 0.0166
Si, 0.0055, -0.0025, -0.0037
Si, -0.003, 0.0012, 0.0008
Si, 0.0008, -0.0047, 0.0025
Si, 0.0087, -0.0289, -0.0386
Si, 0.002, 0.0015, -0.0005
Si, 0.0013, 0.0101, -0.0062
Si, 0.0084, 0.0018, 0.009
Si, -0.0051, -0.0119, 0.0147
Si, 0.0095, 0.0175, 0.0134
Si, -0.0007, 0.0017, 0.0025
Si, -0.0038, -0.001, 0.0008
Si, -0.0017, -0.0085, -0.0037
Si, -0.0035, -0.0015, 0.0005
Si, 0.0072, 0.003, -0.0025
Si, 0.0078, 0.0216, -0.0001
O, 0.0046, -0.0068, -0.0019
O, 0.0034, 0.0019, -0.0008
O, -0.001, 0.0041, -0.0002
O, -0.0005, 0.0037, 0.0042
O, -0.0015, 0.002, 0.0027
O, 0.0024, -0.0038, 0.0015
O, 0.0031, -0.0002, -0.0061
O, 0.0043, 0.0115, -0.0017
O, -0.0009, 0.001, -0.0014
O, -0.0039, -0.0037, 0.0002
O, 0.0016, 0.001, 0.0004
O, 0.0019, -0.0036, -0.0017
O, -0.0016, -0.003, -0.0035
O, -0.0022, 0.0011, 0.0007
O, 0.0029, 0.0186, 0.0039
O, -0.0022, 0.0049, -0.0054
O, -0.0028, -0.0048, 0.0003
O, 0.0002, 0.0038, 0.0004
O, -0.0007, -0.0004, 0.0003
O, 0.0012, 0.0053, 0.0084
O, 0.0045, 0.0011, -0.0042
O, 0.0024, -0.0027, -0.0054
O, 0.0013, -0.0021, -0.0013
O, -0.0005, -0.0009, -0.0036
O, 0.0028, 0.0136, -0.0001
O, 0.0014, 0.0003, 0.0009
O, 0.0037, -0.0002, -0.0044
O, 0.0016, -0.0006, -0.0038
O, -0.0002, 0.0041, 0.0016
O, -0.0025, -0.0008, 0.0055
O, 0.0001, 0.0007, 0.0006
O, 0.0013, -0.0006, -0.0011
O, 0.0003, 0.0014, 0.0024
O, -0.0066, -0.0024, 0.0104
O, -0.0042, 0.0013, 0.0054
O, -0.0034, 0.0006, 0.0045
O, -0.0008, 0.0059, -0.0005
O, -0.0003, -0.0021, -0.0008
O, -0.0061, 0.0145, -0.0037
O, 0.1033, -0.1384, 0.8033
O, -0.0007, 0, 0.0021
O, 0.0014, -0.0031, -0.0009
O, -0.0012, -0.0017, 0.0012
O, 0.0032, 0.0001, -0.0008
O, 0.001, 0.0007, 0.001
O, 0.0034, 0.0023, -0.0006
O, -0.0015, -0.0024, 0.0025
O, -0.002, 0.0008, -0.0008
O, -0.0032, 0.0075, 0.0065
O, -0.0007, 0.0043, 0.0023
O, 0.0002, -0.0006, -0.0032
O, -0.0002, -0.0012, 0.0006
O, -0.0021, 0.0056, -0.0056
O, 0.008, 0.0011, 0.0027
O, -0.0008, 0.0007, -0.0018
O, -0.0013, -0.0046, -0.0018
O, -0.0054, -0.0041, -0.0006
O, 0.0014, 0.0001, -0.0005
O, -0.0015, -0.0068, -0.005
O, -0.0095, 0.0092, -0.0101
O, -0.0035, 0.0017, -0.0019
O, 0.0051, 0.002, -0.0034
O, 0.0061, 0.0082, -0.0079
O, -0.0045, 0.0024, 0.0016
O, 0.0009, -0.0001, 0.0037
O, -0.0008, 0.0002, -0.0001
H, -0.0041, 0.0018, -0.003
H, -0.1725, 0.1457, -0.8074

The program warned: the cutoff lies below the one the program advises for these potential files; the forces do not sum to zero within the program's tolerance; the exchange-correlation potential is rough where the density is thin.
